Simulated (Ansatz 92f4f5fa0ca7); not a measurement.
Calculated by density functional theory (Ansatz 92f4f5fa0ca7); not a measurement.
Periodic cell of 254 atoms, Si144O106N4, from a study of silicon, its oxide and their interface. The atomic structure is a simulated model.
This geometry differs little from another in the collection (a relaxation step or a small displacement).

Settings: functional r2SCAN; potential files Ansatz PAW; basis plane waves; wave-function cutoff 800 eV; density cutoff ratio 5; exchange-correlation grid ratio 1; k mesh 1 x 1 x 1, shifted by 0.5 0.5 0 of a step; self-consistency stop 1e-10 eV per atom in the density residual; occupations fixed; spin none; net charge 0.

Cell vectors (angstrom)
a 10.887 0 0
b 0 10.887 0
c 0 0 36.231

Atoms: element, x, y, z (angstrom)
Si 0.2549 -0.2992 0.1775
Si 2.9082 2.4653 0.0367
Si -0.3548 5.6999 0.1125
Si 2.4369 8.406 0.2073
Si 5.0939 0.2456 0.134
Si 7.8743 2.8501 -0.0204
Si 5.7251 5.1209 0.0723
Si 8.3704 7.9543 -0.0262
Si 1.373 1.3355 1.4219
Si 4.0768 4.0383 1.3455
Si 1.2554 6.8098 1.4278
Si 4.0016 9.5655 1.4903
Si 6.7251 1.3665 1.3886
Si 9.4185 4.054 1.3507
Si 6.8213 6.7761 1.3352
Si 9.5061 9.4624 1.3963
Si -0.0398 2.7223 2.6909
Si 2.6841 0.0266 2.8706
Si -0.0552 8.1518 2.8349
Si 2.6982 5.4265 2.6769
Si 5.4003 2.7246 2.7851
Si 8.1327 -0.0144 2.6883
Si 5.435 8.1413 2.6956
Si 8.1264 5.4284 2.7742
Si 1.3436 4.0745 4.0536
Si 4.0704 1.3829 4.1654
Si 1.3129 9.5288 4.1635
Si 4.0597 6.7862 4.057
Si 6.7545 4.0895 4.1225
Si 9.4962 1.3493 4.063
Si 6.7959 9.5055 4.0643
Si 9.4954 6.7674 4.1473
Si -0.0397 0.0165 5.4885
Si 2.6901 2.7515 5.4726
Si 0.0104 5.4223 5.4552
Si 2.7171 8.151 5.4433
Si 5.4515 -0.009 5.4387
Si 8.1374 2.713 5.4316
Si 5.4086 5.4517 5.4712
Si 8.1474 8.1642 5.4654
Si 1.3422 1.3866 6.8274
Si 4.0586 4.0933 6.8406
Si 1.3658 6.7966 6.8135
Si 4.0791 9.5343 6.7756
Si 6.8054 1.3398 6.8076
Si 9.5092 4.0676 6.7785
Si 6.7855 6.8149 6.8166
Si 9.5157 9.511 6.8431
Si -0.0471 2.7329 8.1632
Si 2.7316 0.005 8.1445
Si 0.0249 8.1551 8.1975
Si 2.7249 5.4754 8.1953
Si 5.4334 2.6949 8.1623
Si 8.1615 -0.0061 8.1838
Si 5.4465 8.2164 8.1386
Si 8.1911 5.4567 8.1431
Si 1.3071 4.1122 9.4877
Si 4.1085 1.3007 9.5479
Si 1.3828 9.5636 9.5328
Si 4.0849 6.9132 9.498
Si 6.8229 4.0823 9.4555
Si 9.5215 1.3438 9.5388
Si 6.8225 9.5106 9.5396
Si 9.5566 6.7808 9.5661
Si -0.0137 -0.0241 10.9164
Si 2.6206 2.669 10.7466
Si 0.0456 5.4512 10.976
Si 2.7783 8.2823 10.9257
Si 5.5087 -0.0574 10.9622
Si 8.1563 2.7297 10.8474
Si 5.4989 5.5324 10.7238
Si 8.1975 8.168 10.9012
Si 1.3366 1.3514 12.2525
Si 3.964 4.206 11.8077
Si 1.4074 6.9661 12.2758
Si 4.1887 9.5027 12.4196
Si 6.8677 1.3694 12.2545
Si 9.5518 3.9805 12.2527
Si 6.8897 6.7432 12.2167
Si 9.5284 9.5092 12.3274
Si -0.0179 2.654 13.7209
Si 2.7798 0.1307 13.6519
Si 0.0268 8.2283 13.7859
Si 2.8136 5.4802 13.3814
Si 5.2763 2.9055 13.1029
Si 8.3479 0.1031 13.7421
Si 5.593 7.9577 13.737
Si 8.2853 5.3942 13.5879
Si 1.3218 4.2562 14.7021
Si 3.6561 2.1751 14.6367
Si 1.3616 9.8013 15.0698
Si 4.4723 6.166 14.9601
Si 6.6332 4.0605 14.5546
Si 10.1006 1.1024 15.4805
Si 6.9072 9.555 14.8948
Si 9.9036 6.4147 15.033
Si -1.1542 11.9508 20.7868
Si -19.2856 19.2898 25.8275
Si -18.9327 1.0237 22.3021
Si 13.5665 3.3828 17.2369
Si 5.6006 26.191 17.3211
Si 13.4975 29.3897 17.0276
Si 5.1035 22.2649 16.5224
Si -14.2017 24.6995 20.6583
Si -8.9991 5.9416 24.3669
Si -13.5788 10.9349 26.7736
Si -1.5834 20.3752 22.311
Si 3.873 18.6281 19.8043
Si -1.1388 12.2987 34.1297
Si 12.9413 0.4651 17.4138
Si 25.6099 5.4304 31.7798
Si 15.2004 -3.8516 34.2616
Si 6.4034 5.0539 30.4089
Si -9.9443 14.6595 34.1743
Si -1.725 26.9929 19.7412
Si 12.0498 4.7456 31.2172
Si 20.7484 20.5205 28.9065
Si 4.37 21.4694 24.6135
Si 4.8638 13.6044 31.4114
Si -3.9148 13.7627 26.4342
Si -3.5054 10.6654 24.0262
Si 1.9202 9.9803 28.2456
Si 12.8382 20.7673 20.2206
Si 4.2438 23.6445 26.8999
Si -0.1161 2.5793 29.6903
Si 11.4026 16.4398 17.4173
Si 28.1371 11.2106 31.6412
Si -0.7842 9.3597 19.6282
Si 2.7696 5.4086 21.4813
Si 12.06 3.0196 24.2109
Si -6.6673 22.2963 29.6145
Si -2.4629 29.9131 26.8815
Si -4.4473 9.3135 34.1173
Si -6.099 24.8942 21.5615
Si 9.2855 5.0432 30.1836
Si -21.9752 -2.889 24.6185
Si 6.6226 17.6946 19.1144
Si -2.3899 19.0857 17.1923
Si 1.3327 12.7719 27.0199
Si -1.6465 11.2862 31.1767
Si -21.6887 3.8375 21.6234
Si -3.921 24.4378 23.3669
Si 7.4954 2.1316 16.7069
Si 7.7048 5.5077 27.8603
O 23.1038 4.4786 32.7928
O -8.3387 19.6258 27.4119
O 4.0098 1.342 35.7852
O 17.3255 16.3832 28.8603
O -12.4921 19.1625 28.2551
O 5.2335 16.8053 31.1125
O 0.3298 4.9487 35.0809
O 5.3723 13.8882 26.6504
O 5.7733 -0.4719 35.0791
O 9.4529 0.5764 32.7748
O 5.608 1.5994 32.3334
O -12.6976 -1.9762 20.8092
O -22.3118 19.509 23.171
O 3.5412 -4.4705 33.0032
O 7.4075 23.2069 27.0551
O 9.4748 17.7056 35.7442
O -8.193 6.8259 25.472
N 2.5552 3.2725 15.5165
O -11.9472 11.0335 22.1368
O 4.7672 1.8908 15.8068
O -23.2527 10.8389 27.8632
O 7.3487 13.9192 24.8701
O 8.0248 20.1241 16.059
O 7.3699 13.6001 15.1904
O 9.1504 6.9427 16.4015
O 3.866 1.8883 30.43
N 11.1021 5.2829 15.7098
O -0.7303 5.4427 18.4708
O 3.4604 28.2961 16.1968
O 1.8536 11.0223 21.3699
O -5.413 18.4008 20.0333
O -0.1387 24.4071 33.8149
O 3.586 -2.8795 18.2378
O 11.1861 -8.4885 28.1458
O 2.2704 19.7591 16.0782
O -9.3043 36.9934 21.2317
O -4.3389 11.7669 17.2157
O -3.1738 11.7603 30.9287
O 10.16 0.1025 19.5524
O -4.0205 14.286 17.5127
O 16.4101 10.1693 15.5462
O -10.5453 6.4737 24.4137
N 5.5961 4.9749 15.6631
O 0.6674 8.8727 20.2004
O -8.3751 17.0686 22.8847
O -1.4888 18.9719 25.5877
O -5.0224 16.4788 18.387
O -4.9175 2.9577 20.4558
N 0.7229 0.2014 16.1402
O -20.1243 26.2554 17.8131
O 18.8732 17.226 19.88
O 13.8486 17.3901 20.3122
O 4.1756 3.7487 17.743
O 5.0639 -5.0753 34.9904
O -18.1388 9.2453 25.0962
O -14.6325 29.6087 17.9807
O -18.0698 12.8469 21.3042
O 7.5735 6.7716 26.8712
O 0.7083 2.2565 25.5655
O -0.0135 3.5606 23.2288
O -7.0509 10.9561 23.139
O 10.6211 13.3072 20.8947
O 1.2057 17.9066 17.5708
O 3.33 19.972 20.5323
O -2.9964 -1.4189 23.0854
O 9.0848 23.4253 16.7122
O 4.1503 15.4708 21.4816
O 8.1846 12.3334 20.4797
O -1.5526 -1.0577 30.4396
O 11.9068 8.8379 25.2782
O 18.7934 5.2899 31.0259
O 19.9564 27.4628 28.7196
O -6.8019 33.6121 25.5841
O 5.9495 10.2711 24.6368
O -3.4229 9.4656 26.8924
O -5.5133 10.6465 30.4704
O 9.6188 19.6692 18.2049
O -8.8477 12.8623 23.332
O 16.2956 13.8734 23.0609
O 12.4657 11.1777 27.1977
O -14.5883 33.7514 23.1269
O -8.7831 23.782 17.8635
O 11.457 9.5241 28.9722
O 16.8836 14.3761 30.5321
O -13.9332 14.2959 22.2107
O 5.3977 19.0168 33.8012
O 20.9071 5.0546 21.1104
O 10.6577 -5.3354 30.8959
O 21.3181 1.1908 30.4182
O -9.7852 14.2244 30.4297
O 20.3183 3.4546 29.9008
O 23.6061 10.474 18.7277
O 4.0627 25.6378 32.2233
O -8.0816 13.4533 27.1895
O 14.5376 21.8536 17.1128
O 18.6493 36.7481 27.1187
O 4.7189 33.5946 28.1334
O -19.7877 4.3536 24.6762
O 14.0784 7.717 35.1799
O 8.3595 25.6048 19.5953
O -0.4416 11.2373 35.102
O 7.749 8.6789 34.8556
O 6.7598 10.0659 32.7159
O -9.5265 20.3899 35.858
O 2.215 3.1096 34.9278
O 13.4198 38.177 30.8014
O 8.4462 2.0629 34.8735
O 6.798 4.004 35.7328
O 2.926 10.4674 29.4181
O -13.2665 10.9872 25.1721

Results
free energy: -154111.877 eV
free energy less fixed offsets of N -386.36, O -570.45, Si -639.56 eV per atom: -2.097 eV

Forces (eV/angstrom), in the order of the atoms: element, x, y, z
Si -0.002 -0.001 -0.0028
Si -0.0023 0.0007 -0.0021
Si -0.0027 0.0006 -0.0027
Si -0.0016 0.0002 -0.0039
Si -0.0016 -0.0014 -0.0046
Si -0.0012 -0.0002 -0.0038
Si -0.0017 -0.0009 -0.0034
Si 0.0004 -0.0002 -0.0043
Si -0.001 0.0004 -0.0005
Si -0.0026 -0.0005 -0.0004
Si -0.0019 0.0009 -0.001
Si -0.0016 0.0007 -0.0016
Si -0.002 0.0006 0.0004
Si -0.0021 0 -0.001
Si -0.0014 0.0004 -0.0007
Si -0.0025 0.0002 -0.0003
Si -0.0001 0.0012 0
Si -0.0005 0.0011 -0.0008
Si -0.0002 0.0006 0.0006
Si -0.0016 0.0002 -0.0004
Si -0.0001 0.0011 -0.0008
Si -0.0011 0.0006 -0.0003
Si -0.0019 0 -0.0002
Si -0.0008 0.0009 -0.0003
Si -0.0022 0.0008 0.0005
Si -0.0017 0.0006 0.0004
Si -0.0006 0.0003 0.0005
Si -0.0008 0.0004 0.0004
Si -0.0002 0.0015 0
Si -0.0005 0.0007 0.0006
Si -0.0024 0.0005 0.0005
Si -0.0008 0.0009 0.0005
Si -0.0011 0.0008 -0.0003
Si -0.0004 0.0003 -0.0002
Si -0.0016 0.0005 0
Si -0.0025 0.0007 0.0002
Si -0.0015 0.0006 0.0003
Si -0.0012 0.0002 0.0001
Si -0.001 0.0013 -0.0005
Si -0.0018 0.001 -0.0003
Si -0.0019 -0.0006 -0.0006
Si -0.0003 0.0002 -0.0002
Si -0.0016 0.0006 -0.0005
Si -0.0026 0.0004 0
Si -0.0017 0.0008 -0.0002
Si -0.0018 0.0009 0.0001
Si -0.0013 0.0005 -0.0004
Si -0.0009 0.0002 -0.0002
Si -0.0008 0.0003 -0.0001
Si -0.0015 0.0007 0.0004
Si -0.0014 0.0002 0.0007
Si -0.0019 0.0007 0.0002
Si -0.0019 -0.0004 0.0003
Si -0.0019 0.0007 0.0003
Si -0.0013 -0.0006 0
Si -0.0001 0.0006 0.0003
Si -0.0011 0.0003 0.0002
Si -0.0005 -0.0005 0.0005
Si -0.0022 -0.0007 0.0005
Si -0.0009 0.0007 -0.0001
Si -0.0005 0.0005 -0.0005
Si -0.001 0.0004 0.0004
Si -0.0013 -0.0004 0
Si -0.0002 0 -0.0002
Si -0.002 -0.0001 -0.0004
Si -0.002 0 0.0008
Si -0.0001 0.0012 -0.0004
Si -0.0005 0.0009 -0.001
Si -0.0014 0.0003 -0.001
Si -0.001 0.001 0.0004
Si 0.0008 0.0007 -0.0005
Si -0.0011 0 -0.0006
Si 0.0008 0 0.0007
Si -0.0036 -0.0008 0.0008
Si -0.0009 0.0001 0.0003
Si -0.0009 -0.0017 0.0012
Si -0.0003 -0.0018 0.0013
Si 0.0004 -0.0011 -0.0003
Si -0.0008 -0.0004 0.0007
Si -0.0018 0.0009 0.0001
Si -0.0023 -0.0031 -0.0003
Si 0.0003 0.0035 -0.0006
Si -0.0002 0.0013 0
Si 0.0022 -0.0013 0.0013
Si -0.0017 -0.0008 0.0021
Si 0.0002 0.0024 0.0004
Si -0.0015 -0.0011 0.0007
Si -0.0005 0.0013 0.0014
Si -0.0026 -0.0018 0.0001
Si -0.0004 0.0016 0.0011
Si -0.001 -0.0027 0.0003
Si -0.0013 -0.0004 -0.0002
Si -0.0003 -0.0003 0.0006
Si 0.0013 -0.002 0
Si 0.0006 -0.0012 0.0023
Si -0.0018 0.0008 -0.0001
Si 0.0003 -0.001 0.0033
Si 0.0007 0.0006 0
Si -0.0007 -0.0001 0.0026
Si 0.0003 -0.002 0.0066
Si 0.0007 0.0011 0.0031
Si -0.0005 0.0003 0.0034
Si -0.002 -0.0012 0.0009
Si 0.001 0.0001 0.0036
Si 0.0006 0.0007 0.003
Si 0.0014 -0.0002 0.0015
Si -0.0012 -0.0007 0.0054
Si -0.0014 0 0.0025
Si -0.0016 0 -0.0037
Si -0.0018 -0.0039 0.0006
Si 0.0002 0.0002 -0.0023
Si -0.0034 0 -0.0056
Si -0.0004 0.0003 -0.0033
Si -0.0007 0.002 -0.0061
Si 0.0005 -0.0004 0.0035
Si 0 0.001 -0.0022
Si 0.0051 -0.0006 -0.0007
Si 0.0015 -0.0017 0.0039
Si -0.0004 0.0011 -0.003
Si -0.0009 0.0002 0.0013
Si 0.0004 -0.0003 0.003
Si 0.0002 -0.0006 -0.0008
Si -0.0006 -0.0016 0.0026
Si 0.0002 0.0002 -0.0005
Si 0.0003 -0.0007 -0.0014
Si -0.0033 0.0008 0.0041
Si 0 -0.0003 -0.0025
Si -0.0004 0.0014 0.0027
Si -0.0003 -0.0006 0.0048
Si 0.0011 -0.0001 0.0044
Si -0.0007 -0.0001 -0.0032
Si 0.001 0.0006 0.0003
Si -0.0034 0.002 -0.004
Si 0.0003 -0.001 0.0043
Si -0.0001 0.0005 -0.0024
Si 0.0004 -0.0005 0.004
Si 0.0007 -0.0003 0.0022
Si 0.0006 0.0011 0.0013
Si 0.0012 -0.001 0.0003
Si 0.0011 -0.0002 -0.004
Si 0.0013 -0.0013 0.0032
Si 0.0014 -0.0016 0.0043
Si 0.0016 -0.0001 0.0002
Si 0.0009 0.0001 -0.0032
O 0.0003 -0.0019 0.0039
O 0.0021 0 -0.0014
O -0.0019 0.0008 0.0036
O 0.0032 0.001 0.0001
O 0.0001 0.0004 -0.0011
O 0.0009 -0.0005 0.0022
O -0.0026 0.002 0.0025
O 0.0003 -0.001 0.0002
O -0.0016 0.0027 0.003
O -0.0012 0.0008 -0.001
O 0.0013 0 0
O 0.0009 -0.0009 -0.0021
O -0.0008 0.0002 -0.0016
O 0.0026 0.0019 0.0044
O 0.0008 0 -0.0009
O -0.0025 -0.0002 0.0006
O 0 -0.0007 -0.0011
N 0.0001 0.0003 0.0028
O -0.0007 -0.0006 -0.0025
O -0.0003 -0.0035 -0.0029
O 0.0011 -0.0006 0.0015
O 0.0003 -0.0008 -0.0005
O -0.0005 -0.0002 -0.0026
O 0.0002 0.0004 -0.0036
O -0.0005 0.0001 0.0005
O 0.0018 0.0008 0.0015
N 0.002 -0.0013 0.0016
O 0.0012 0.0002 -0.0014
O 0.0001 -0.0011 -0.0016
O 0.0013 -0.0021 -0.0025
O 0.0017 -0.0016 -0.0002
O -0.0016 0.0008 0.0002
O -0.0009 -0.0007 -0.0008
O 0.0004 0 0.0019
O -0.0003 -0.0012 -0.0012
O 0.0011 -0.0002 -0.0011
O -0.0018 0.0014 -0.0008
O 0.001 -0.0026 0.0011
O -0.0007 0.0005 -0.0013
O -0.0009 -0.0007 -0.0015
O -0.0031 0.0011 0.0025
O 0.0003 -0.0007 -0.0002
N -0.0017 0 0.0004
O 0.0003 -0.0003 0.0002
O 0.0013 -0.0016 -0.0029
O 0.0046 -0.0001 -0.0004
O -0.0012 -0.0009 -0.0014
O 0.0018 -0.0005 -0.0012
N 0.0018 0.0033 0.0041
O 0.0003 -0.0009 -0.0024
O -0.0016 0.0004 -0.0003
O 0.0014 0.0002 -0.0025
O -0.0027 -0.0024 -0.0028
O -0.0009 -0.0001 0.0029
O 0.001 0.002 -0.0003
O 0.001 -0.0013 -0.0008
O -0.0002 -0.0005 -0.0004
O 0.0006 -0.0011 0.0011
O 0.0006 0.0001 -0.0016
O -0.0004 0.0002 -0.0027
O -0.0006 0.0013 -0.002
O -0.0014 -0.0008 -0.0003
O 0.0007 0 0.0001
O 0.0006 -0.0018 -0.0038
O 0.0015 -0.0002 -0.0013
O -0.0044 0.0004 0.0044
O 0.0002 -0.0002 -0.001
O 0.0013 -0.0009 -0.0018
O -0.0011 0.0013 0.0024
O 0.0003 -0.0011 -0.0019
O 0.0003 -0.001 0.005
O 0.0006 -0.0015 0.0011
O 0.0005 -0.0026 -0.0012
O 0.0005 0.0024 -0.0005
O 0.0012 0.0005 -0.0003
O 0.0008 0 0.0011
O -0.0021 -0.0011 -0.0024
O 0.0005 -0.0005 -0.0016
O 0.0006 -0.0004 -0.0012
O -0.0003 0.0001 0.0005
O -0.0013 0.0015 -0.0003
O -0.0006 0.0015 0
O 0.0017 -0.0003 -0.0003
O -0.0012 0.0009 0.0011
O 0.0005 -0.0003 -0.004
O -0.0016 0.0024 0.0009
O 0.0004 0 -0.0026
O 0.0019 -0.0009 0.0001
O -0.0002 -0.0003 0.0016
O -0.0009 -0.0001 -0.0002
O 0 0.0012 0.0012
O 0.0008 0.0003 -0.0017
O -0.0001 0.0007 0.0007
O -0.0002 -0.0002 0.0002
O 0.0045 0.0026 -0.0052
O -0.0006 0.0005 0.002
O -0.0005 -0.001 0.0016
O 0.0013 -0.0009 -0.001
O -0.0022 0.0005 0.0031
O -0.0005 -0.0002 -0.0005
O 0.0002 -0.0013 0.0041
O -0.0017 0.0009 0.0009
O -0.0013 -0.0018 0.0039
O 0.0001 0.0013 0.0036
O -0.0015 0.0003 0.0051
O 0.0007 -0.0003 -0.0008
O -0.0019 0.0024 0.0014
O -0.0003 0.0002 -0.0008
O 0.0013 0.0011 0.0002
O 0.0011 -0.0001 -0.0004

The program warned: the cutoff lies below the one the program advises for these potential files; the forces do not sum to zero within the program's tolerance; empty levels may hold ghost states of the PAW files; the exchange-correlation potential is rough where the density is thin.
